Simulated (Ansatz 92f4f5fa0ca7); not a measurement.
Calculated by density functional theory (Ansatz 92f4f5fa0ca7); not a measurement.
Periodic cell of 223 atoms, Si132O90B1, from a study of silicon, its oxide and their interface. The atomic structure is a simulated model.
Doubt: the cutoff is far below the 930 eV that the study's wrapper takes by default for these files, so forces and energies are approximate.
This geometry differs little from another in the collection (a relaxation step or a small displacement).

Settings: functional PBE; potential files Ansatz PAW; basis plane waves; wave-function cutoff 580 eV; density cutoff ratio 5; exchange-correlation grid ratio 1; k mesh 1 x 1 x 1, Gamma-centred; self-consistency stop 5e-08 eV per atom in the density residual; occupations fixed; spin none; net charge -1 e, with a uniform compensating background and no finite-size correction.

Cell vectors (angstrom)
a, 10.938, 0, 0
b, 0, 10.938, 0
c, 0, 0, 32.1988

Atoms: element, x, y, z (angstrom)
Si, 10.5924, 0.2205, 24.8861
Si, 5.7419, 10.6744, 24.7607
Si, 2.4866, 2.9094, 24.6592
Si, 8.4313, 2.4603, 24.8475
Si, 0.2806, 5.1609, 24.7784
Si, 5.1631, 5.7442, 24.7069
Si, 2.9389, 8.0023, 24.6162
Si, 7.9434, 8.429, 24.7512
Si, 1.3331, 1.3795, 26.0592
Si, 6.8463, 1.3072, 26.1382
Si, 4.0508, 4.1009, 26.0057
Si, 9.611, 4.0556, 26.1089
Si, 1.4013, 6.8238, 26.0208
Si, 6.7713, 6.849, 26.0491
Si, 4.1043, 9.5322, 26.0181
Si, 9.4693, 9.5635, 26.1653
Si, 2.7294, -0.0103, 27.3707
Si, 8.1602, -0.0252, 27.5791
Si, 0.0138, 2.7151, 27.5176
Si, 5.442, 2.7412, 27.3892
Si, 2.7338, 5.4641, 27.4519
Si, 8.1876, 5.4677, 27.3806
Si, -0.0041, 8.1788, 27.3979
Si, 5.4416, 8.1979, 27.4741
Si, 4.0781, 1.3656, 28.7675
Si, 9.5753, 1.3504, 28.8793
Si, 1.3706, 4.113, 28.8468
Si, 6.8263, 4.1016, 28.7656
Si, 4.0979, 6.8169, 28.8353
Si, 9.555, 6.8223, 28.7743
Si, 1.3658, 9.564, 28.7613
Si, 6.7815, 9.545, 28.8945
Si, 0.0154, -0.0307, 30.1954
Si, 5.4223, 0.0144, 30.1943
Si, 2.7395, 2.7282, 30.1859
Si, 8.1831, 2.7446, 30.1751
Si, -0.022, 5.4735, 30.1766
Si, 5.4803, 5.4543, 30.1841
Si, 2.717, 8.2066, 30.1613
Si, 8.2035, 8.1758, 30.193
Si, 1.3673, 1.3604, 31.5594
Si, 6.8122, 1.3804, 31.5421
Si, 4.1158, 4.0897, 31.5591
Si, 9.5556, 4.1029, 31.5461
Si, 1.3482, 6.8515, 31.5303
Si, 6.8434, 6.8147, 31.5717
Si, 4.0669, 9.5736, 31.5532
Si, 9.5758, 9.5445, 31.5616
Si, 2.7244, 0.0006, 0.7452
Si, 8.19, 0.005, 0.6907
Si, -0.0146, 2.7368, 0.7215
Si, 5.4758, 2.7333, 0.7548
Si, 2.7272, 5.4891, 0.6869
Si, 8.2118, 5.4494, 0.7496
Si, 0.0058, 8.1864, 0.7471
Si, 5.4586, 8.2109, 0.7141
Si, 4.0881, 1.3752, 2.1142
Si, 9.538, 1.3599, 2.082
Si, 1.3646, 4.1389, 2.0602
Si, 6.861, 4.0831, 2.1339
Si, 4.0946, 6.8356, 2.0793
Si, 9.5822, 6.8121, 2.1168
Si, 1.3592, 9.574, 2.1128
Si, 6.819, 9.6012, 2.0722
Si, -0.0206, 0.0122, 3.4426
Si, 5.4737, 0.0264, 3.4917
Si, 2.7101, 2.7763, 3.4264
Si, 8.2148, 2.7066, 3.5284
Si, 0.0015, 5.4377, 3.506
Si, 5.4678, 5.4683, 3.4442
Si, 2.7507, 8.2118, 3.4716
Si, 8.1947, 8.2256, 3.3991
Si, 1.2387, 1.5115, 4.7839
Si, 6.8066, 1.3708, 4.9245
Si, 4.1102, 4.1031, 4.817
Si, 9.7414, 3.9055, 4.9109
Si, 1.3901, 6.8433, 4.8335
Si, 6.8556, 6.8568, 4.7627
Si, 4.1099, 9.5958, 4.8452
Si, 9.5255, 9.5779, 4.7901
Si, 2.7098, 0.1292, 6.0627
Si, 8.2256, 0.0203, 6.2468
B, 0.0318, 2.6562, 6.0007
Si, 5.429, 2.7618, 6.3117
Si, 2.7194, 5.4369, 6.1889
Si, 8.2402, 5.4065, 6.0604
Si, -0.0165, 8.2221, 6.1511
Si, 5.5206, 8.2396, 6.2043
Si, 3.7483, 1.6227, 7.5907
Si, 9.9268, 1.382, 7.2292
Si, 1.3739, 3.668, 7.12
Si, 6.6248, 4.4566, 7.4892
Si, 4.3519, 6.6582, 7.4896
Si, 9.3488, 6.9672, 7.3992
Si, 1.0789, 9.9778, 7.2933
Si, 7.1499, 9.2851, 7.629
O, 8.2615, 8.1009, 7.8588
O, 2.5501, 2.7269, 7.8662
O, 9.5249, 1.344, 24.2883
O, 4.057, 6.8592, 24.1439
O, -0.0073, 0.1684, 7.8307
O, 5.4943, 5.5661, 7.9945
O, 6.8534, 9.5636, 24.2169
O, 1.3747, 4.0534, 24.1882
O, 3.84, 7.5103, 8.8384
O, 0.5798, 4.3422, 8.3985
O, 9.7975, 6.2965, 8.8527
O, 1.9055, 9.4119, 8.597
O, 7.4058, 3.993, 8.8696
O, 4.223, 1.0056, 9.0696
O, 6.7319, 9.5834, 9.2027
O, 9.1827, 2.0199, 8.5864
O, 7.7224, 3.1508, 23.5364
O, 10.5048, 5.8378, 23.4656
O, 5.0988, 0.4309, 23.4174
O, 5.8791, 5.092, 23.3727
O, 3.1141, 2.2012, 23.2903
O, 2.3024, 8.7141, 23.2427
O, 8.6212, 7.7398, 23.4106
O, 0.2471, 10.3364, 23.6096
Si, 4.4022, 1.5678, 22.4855
Si, 3.501, 7.9284, 14.0218
Si, 7.1436, 0.9559, 14.6378
Si, 0.9505, 9.3521, 22.5418
Si, 1.2028, 4.2758, 11.8251
Si, 6.2773, 8.962, 15.3112
Si, 0.71, 1.3306, 12.2593
Si, 8.6433, 4.9442, 20.5145
Si, 0.3017, 5.6702, 9.2676
Si, 5.1147, 3.1049, 17.9276
Si, 0.8884, 3.7316, 16.7074
Si, 10.4114, 2.8312, 19.2099
Si, 5.2983, 1.2113, 10.3048
Si, 0.9006, 0.1648, 19.8555
Si, 6.6473, 9.4812, 10.8361
Si, 9.3575, 9.6676, 18.3202
Si, 9.3909, 9.2503, 12.5594
Si, 6.5874, 3.844, 22.6017
Si, 2.3827, 8.0576, 9.3412
Si, 10.6086, 7.3584, 17.0675
Si, 2.5262, 6.2833, 16.5673
Si, 10.186, 4.4783, 14.1341
Si, 6.1549, 9.1756, 18.5094
Si, 7.9693, 2.5982, 9.4945
Si, 8.9036, 2.116, 12.397
Si, 5.3595, 6.229, 18.054
Si, 3.943, 0.5482, 19.4784
Si, 4.3064, 3.8496, 12.0326
Si, 5.5556, 6.6196, 12.1197
Si, 8.0306, 2.4837, 17.2046
Si, 4.3797, 2.479, 14.9438
Si, 1.5654, 1.1962, 15.2266
Si, 1.5745, 9.3744, 12.0209
Si, 8.06, 6.8486, 13.8569
Si, 10.3964, 9.8304, 15.4763
Si, 9.8147, 7.0045, 22.5721
Si, 8.135, 5.4723, 17.4109
O, 6.0485, 7.9797, 11.2751
O, 6.0351, 9.2052, 16.892
O, 7.7106, 1.3438, 13.1657
O, 0.9245, 1.7179, 13.83
O, 9.4567, 6.2345, 16.8735
O, 6.7683, 6.213, 13.122
O, 5.1543, 4.6427, 18.5968
O, 9.2344, 2.1267, 18.2715
O, 2.3866, 0.083, 19.0968
O, 9.435, 10.2278, 16.7628
O, 2.8111, 4.4192, 11.6861
O, 5.0844, 10.31, 19.1137
O, 9.436, 3.2328, 13.4305
O, 0.4709, 1.7562, 19.9448
O, 3.1815, 1.3487, 15.0365
O, 8.1828, 5.3816, 19.0273
O, 3.912, 6.5772, 17.3791
O, 4.5793, 3.267, 16.3762
O, 9.0706, 5.6539, 14.2882
O, 5.4639, 2.7581, 22.1559
O, 10.6922, 4.1274, 15.6287
O, 0.3356, 3.846, 18.2415
O, 10.4446, 10.4957, 19.2225
O, 9.6479, 10.0236, 14.0246
O, 10.9079, 8.1209, 22.1137
O, 1.2135, 2.1519, 16.4934
O, 9.7491, 3.7417, 20.3978
O, 8.1653, 4.018, 16.6901
O, -0.0432, 9.0947, 11.9013
O, 6.5962, 2.3935, 17.9809
O, 5.5883, 10.745, 11.1623
O, 7.7673, 9.581, 18.8388
O, 10.0589, 0.9916, 12.0333
O, 1.3851, 6.839, 8.9725
O, 0.6232, 4.7594, 13.2812
O, 5.7219, 7.6101, 18.9691
O, 5.2491, 5.1069, 11.5008
O, 2.7272, 6.9829, 15.1103
O, 0.9545, 2.7028, 11.4287
O, 0.8813, 10.6728, 15.5327
O, 2.3706, 8.487, 10.9096
O, 4.758, 2.4566, 11.2599
O, 4.2694, 3.5183, 13.6663
O, 2.2033, 4.6778, 16.4686
O, 10.7157, 8.2413, 15.6889
O, 6.9333, 10.2902, 14.659
O, 2.3523, 8.9447, 13.4117
O, 8.0607, 1.5163, 15.8838
O, 4.1428, 6.9997, 12.8498
O, 4.1965, 1.9974, 18.7247
O, 7.3126, 4.4063, 21.2702
O, 8.4523, 2.8646, 11.0309
O, 1.2006, 6.8632, 17.3546
O, 5.6879, 1.5949, 14.7341
O, 8.1332, 9.76, 11.576
O, 9.2256, 6.272, 21.2493
O, 8.9644, 7.7193, 12.8513
O, 1.678, 0.0794, 11.8401
O, 6.6698, 6.1329, 17.0565
O, 7.4077, 7.7964, 15.0371
O, 1.2173, 10.2936, 21.2418
O, 10.0434, 8.1861, 18.3462
O, 3.9726, 0.8501, 21.0901
O, 0.3755, 5.2566, 10.8292
O, 6.7147, 1.5625, 9.5673
O, 4.7854, 8.7049, 14.6835

Results
free energy: -135251.029 eV
free energy less fixed offsets of B -154.04, O -568.88, Si -635.61 eV per atom: 2.731 eV

Forces (eV/angstrom), in the order of the atoms: element, x, y, z
Si, -0.0038, 0.0109, 0.1195
Si, 0.0053, -0.0062, 0.1088
Si, -0.0089, 0.0127, 0.1136
Si, 0.0051, -0.0037, 0.1057
Si, 0.0124, -0.0061, 0.1051
Si, -0.0151, 0.011, 0.1114
Si, 0.0085, -0.013, 0.1153
Si, -0.0048, 0.0042, 0.1164
Si, -0.0054, 0.0093, -0.0033
Si, 0.0107, -0.0072, 0.0118
Si, -0.0018, 0.0027, -0.0033
Si, 0.0066, -0.0022, 0.0015
Si, 0.0019, 0.0044, 0.0017
Si, -0.0006, 0.0068, -0.0045
Si, 0.0014, -0.0006, -0.0041
Si, -0.0147, 0.0089, 0.0091
Si, -0.0015, -0.0026, -0.0254
Si, -0.0068, -0.0072, 0.0374
Si, 0, -0.0015, 0.0288
Si, -0.003, -0.0042, -0.0192
Si, -0.0009, 0.0008, 0.0056
Si, 0.0001, -0.0055, -0.0233
Si, -0.0025, -0.0053, -0.0195
Si, -0.0066, -0.0053, 0.0161
Si, 0.0055, 0.0023, 0.0311
Si, -0.0209, -0.0085, -0.0583
Si, -0.0051, -0.0244, -0.0359
Si, 0.0041, -0.0082, 0.0316
Si, -0.0062, 0.0015, -0.0231
Si, 0.0001, 0.0143, 0.0236
Si, -0.0141, 0.0018, 0.0308
Si, 0.0488, 0.0129, -0.0685
Si, 0.0218, -0.0093, 0.0053
Si, -0.0226, 0.0214, 0.0032
Si, 0.0001, -0.0132, 0.0016
Si, -0.0071, 0.0149, 0.0024
Si, -0.0188, 0.0124, 0.0015
Si, 0.0051, -0.0059, -0.0019
Si, -0.0038, 0.0102, -0.0099
Si, 0.0036, -0.009, 0.0043
Si, -0.0042, 0.0043, 0.0108
Si, -0.0045, -0.0121, -0.0003
Si, -0.0004, 0.0118, -0.0013
Si, 0.0083, -0.0138, 0.0154
Si, 0.0098, 0.003, -0.0073
Si, 0.0047, -0.0002, 0.0077
Si, 0.0001, -0.0049, 0.0094
Si, -0.0131, -0.0016, -0.0037
Si, -0.0031, 0.0006, 0.001
Si, 0.0188, 0.0083, -0.0182
Si, -0.0063, 0.001, 0.025
Si, -0.006, 0.0004, 0.0115
Si, 0.0049, -0.0152, -0.0236
Si, -0.0251, 0.025, 0.0008
Si, -0.0063, 0.0061, 0.0064
Si, -0.004, 0.004, -0.0036
Si, 0.0305, -0.0206, -0.0221
Si, -0.0133, -0.0132, 0.0015
Si, -0.0109, 0.0226, -0.0041
Si, 0.0005, -0.0036, -0.0108
Si, 0.0069, 0.0155, 0.0022
Si, -0.0052, -0.0032, -0.0224
Si, 0.0282, -0.0309, -0.0266
Si, -0.0308, 0.0113, -0.0097
Si, 0.0626, 0.0422, 0.0254
Si, -0.0364, 0.0107, -0.062
Si, -0.0385, -0.0837, 0.0523
Si, 0.0622, 0.0584, -0.0178
Si, -0.0396, -0.0483, -0.0015
Si, 0.0169, 0.0126, -0.0176
Si, -0.0348, 0.0098, -0.0505
Si, 0.0107, -0.0405, 0.0101
Si, -0.0273, 0.0362, 0.016
Si, -0.0414, -0.0054, 0.005
Si, 0.0241, 0.0377, -0.0318
Si, -0.0456, 0.0538, 0.0469
Si, 0.0091, 0.035, -0.0102
Si, 0.0279, -0.0298, -0.0181
Si, 0.0071, 0.0142, 0.0109
Si, -0.0455, -0.0249, -0.0345
Si, -0.0304, 0.0525, -0.0936
Si, 0.0511, 0.0369, 0.0518
B, 0.0696, -0.0537, 0.203
Si, -0.0014, -0.0048, -0.0138
Si, -0.0397, -0.0595, 0.0445
Si, 0.0051, 0.0069, -0.0759
Si, 0.0034, -0.0084, -0.0299
Si, 0.0078, -0.0318, -0.0395
Si, -0.0199, 0.0104, -0.1105
Si, 0.0547, -0.1962, -0.0565
Si, 0.1139, 0.02, 0.0625
Si, -0.0427, 0.0105, -0.1225
Si, -0.0283, -0.0389, -0.0863
Si, -0.1029, 0.1109, 0.0419
Si, -0.0409, 0.0516, -0.0693
Si, 0.1435, -0.063, 0.0071
O, 0.0013, 0.0022, -0.0262
O, -0.008, -0.061, 0.017
O, -0.003, 0.0051, -0.0769
O, -0.0017, 0.0029, -0.0788
O, 0.0731, 0.0018, 0.044
O, -0.0131, 0.0089, 0.0861
O, -0.004, 0.0042, -0.0766
O, -0.0063, 0.003, -0.077
O, -0.0133, 0.025, 0.1404
O, -0.095, 0.1517, 0.2054
O, 0.0675, -0.0401, 0.0577
O, 0.0243, -0.0886, 0.14
O, 0.038, -0.0513, 0.1234
O, 0.0677, 0.007, 0.1959
O, 0.0114, -0.0372, 0.1809
O, 0.0025, 0.0957, 0.1384
O, -0.0429, 0.0357, -0.1383
O, -0.033, 0.0367, -0.1307
O, -0.0299, 0.0382, -0.1365
O, 0.0265, -0.0356, -0.1222
O, 0.0358, -0.0281, -0.1287
O, -0.0396, 0.0304, -0.1254
O, 0.0389, -0.0319, -0.1328
O, 0.0224, -0.0398, -0.1405
Si, -0.0027, 0.0017, 0.2284
Si, -0.0124, 0.0108, -0.1753
Si, 0.0153, 0.0022, -0.149
Si, 0.0035, -0.012, 0.2261
Si, -0.0322, 0.0501, -0.2679
Si, 0.0087, -0.0053, -0.0976
Si, -0.0016, 0.0112, -0.1934
Si, -0.0185, 0.0252, 0.1469
Si, -0.0789, -0.085, -0.2748
Si, -0.0113, -0.0055, -0.0021
Si, -0.0245, -0.0052, -0.059
Si, -0.0039, 0.0109, 0.0641
Si, -0.0268, -0.0433, -0.3148
Si, 0.0119, -0.0298, 0.1129
Si, -0.0262, 0.0575, -0.3162
Si, 0.0155, 0.0097, 0.009
Si, -0.0282, 0.0326, -0.2253
Si, -0.001, -0.0051, 0.2182
Si, -0.0097, 0.0282, -0.2941
Si, -0.0104, 0.0138, -0.024
Si, -0.0063, 0.0133, -0.0641
Si, 0.0172, -0.0182, -0.18
Si, -0.0021, 0.0095, 0.0103
Si, 0.037, 0.0238, -0.2957
Si, 0.0002, 0.0344, -0.2628
Si, 0.0061, -0.0056, 0.016
Si, -0.0084, 0.0161, 0.1182
Si, 0.0032, -0.0232, -0.2321
Si, 0.0017, 0.0288, -0.2208
Si, 0.0012, -0.0107, -0.0332
Si, -0.0029, 0.0275, -0.1384
Si, -0.0204, 0.0123, -0.1324
Si, 0.0244, -0.0195, -0.2402
Si, 0.0057, -0.003, -0.1435
Si, -0.0178, 0.018, -0.1173
Si, -0.0088, 0.0089, 0.2174
Si, 0.0131, -0.0049, 0.0112
O, -0.0266, -0.0767, 0.1209
O, -0.005, 0.0026, 0.0431
O, -0.0353, -0.0269, 0.1218
O, 0.0243, -0.0103, 0.1318
O, -0.002, 0.0043, 0.0087
O, 0.0438, 0.0003, 0.0926
O, -0.0026, 0.0062, -0.0165
O, 0.0015, -0.0001, -0.014
O, 0.0059, 0.0025, -0.0422
O, -0.01, -0.0049, 0.0341
O, 0.0303, -0.0099, 0.0806
O, 0.0114, -0.0118, -0.0323
O, 0.015, 0.0405, 0.0925
O, -0.0072, 0.008, -0.0383
O, 0.0029, -0.0027, 0.0412
O, -0.0094, 0.0041, -0.0537
O, 0.0112, 0.0003, 0.0079
O, 0.0093, 0.0095, 0.0507
O, -0.0026, 0.0007, 0.0447
O, -0.0024, -0.0024, -0.0811
O, 0.031, -0.0118, 0.0813
O, 0.0009, 0.0012, -0.0063
O, -0.0157, -0.001, -0.0338
O, 0.0244, 0.0086, 0.1194
O, 0.0039, 0.0055, -0.0812
O, -0.0031, 0.0133, 0.0327
O, 0.0149, -0.0186, -0.0588
O, -0.0072, 0.0038, 0.0104
O, -0.0204, 0.0024, 0.0862
O, -0.0023, 0.0033, -0.0023
O, 0.0181, -0.0336, 0.0907
O, -0.0071, -0.0008, -0.0167
O, 0.002, -0.0055, 0.0841
O, 0.0304, -0.0037, 0.1192
O, -0.0461, 0.0084, 0.125
O, -0.0024, 0.0016, -0.0208
O, -0.0033, 0.0186, 0.0836
O, -0.0175, -0.0303, 0.0765
O, 0.0016, -0.0329, 0.0962
O, -0.0028, -0.0094, 0.0388
O, -0.0384, 0.0523, 0.1923
O, -0.0249, 0.0795, 0.1421
O, -0.0007, -0.0386, 0.1478
O, 0.0037, 0.0058, 0.0169
O, 0.0044, -0.0199, 0.0395
O, -0.0099, -0.0108, 0.047
O, 0.0385, -0.026, 0.1156
O, 0.0082, 0.021, 0.0578
O, -0.0325, 0.0212, 0.1037
O, 0.004, 0.0073, -0.0295
O, 0.0346, 0.0152, -0.1022
O, 0.03, -0.0224, 0.2135
O, 0.0007, -0.002, 0.0065
O, -0.004, 0.0031, 0.0455
O, 0.0728, -0.0089, 0.1338
O, -0.0206, -0.0342, -0.1019
O, -0.0177, -0.0326, 0.0846
O, -0.0109, 0.0073, 0.0803
O, -0.0103, 0.0018, 0.0025
O, -0.0196, 0.0224, 0.0522
O, -0.0029, 0.0449, -0.1257
O, -0.0009, 0.0021, -0.0072
O, -0.012, -0.0262, -0.1327
O, 0.0299, -0.0404, 0.1316
O, -0.0299, -0.0218, 0.1183
O, 0.0249, 0.0132, 0.0537

The program warned: the cutoff lies below the one the program advises for these potential files; the forces do not sum to zero within the program's tolerance; the exchange-correlation potential is rough where the density is thin.
